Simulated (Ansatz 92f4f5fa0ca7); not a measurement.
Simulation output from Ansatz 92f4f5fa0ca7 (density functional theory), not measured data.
Periodic cell of 148 atoms, Si92O56, from a study of silicon, its oxide and their interface. The atomic structure is a simulated model.

Settings: functional r2SCAN; potential files Ansatz norm-conserving; basis plane waves; wave-function cutoff 1300 eV; density cutoff ratio 4; exchange-correlation grid ratio 1; k mesh 2 x 2 x 1, shifted by 0.5 0.5 0.5 of a step; self-consistency stop 5e-08 eV per atom in the density residual; occupations Fermi-Dirac, 0.05 eV; spin none; net charge 0.

Cell vectors (angstrom)
a 10.9176 -0.0709 0.0493
b -0.0709 10.9694 0.0243
c 0.0981 0.0484 21.7476

Atoms and the computed forces on them: element, x, y, z (angstrom), force x, y, z (eV/angstrom)
Si 0.2813 -0.0746 -0.0045 0.6057 0.4676 -0.4992
Si 2.8725 2.7541 -0.1458 -0.0624 0.3982 0.4379
Si -0.5568 6.609 -0.3091 -0.5846 -1.7878 0.3611
Si 2.3193 8.5307 -0.1527 -1.3032 0.7689 0.4333
Si 5.8301 -0.6057 -0.3006 0.9584 0.4221 -0.2928
Si 9.2422 1.9828 -1.2128 1.3029 -0.1626 1.8958
Si 5.6774 4.2255 0.0097 0.3843 2.0541 0.136
Si 8.1816 8.463 0.5365 -1.0844 -1.2177 -1.7404
Si 1.6068 1.4033 1.2864 0.1284 -1.1466 0.2403
Si 3.9327 4.0507 1.5104 0.0296 -0.6473 -0.2303
Si 1.0931 7.1047 1.3562 0.562 -0.1706 -1.0495
Si 4.1648 9.3679 1.0943 -0.6889 0.2203 0.3642
Si 6.8395 1.834 1.4644 0.433 1.2381 1.9433
Si 9.5189 3.8279 1.3516 0.9211 1.564 -1.0131
Si 6.9417 6.5746 1.4964 -0.2453 1.5099 -0.918
Si 9.6132 9.8309 1.5542 -0.0714 0.4099 0.5075
Si 0.2564 2.8047 2.6755 -0.7026 -0.1358 -0.2749
Si 2.9529 -0.1463 2.7162 -0.2851 0.458 -1.02
Si -0.1446 8.3566 2.773 0.1543 0.0817 1.007
Si 2.5858 5.5618 2.567 -0.1582 0.5202 0.7027
Si 5.1973 2.6656 2.9012 1.2514 1.3073 0.2877
Si 8.2946 0.1564 2.8812 -0.3297 0.6802 -0.5373
Si 5.506 8.1323 2.6771 -0.9139 -1.2083 -0.0715
Si 8.1742 5.1869 2.8208 0.2976 -0.2804 0.3947
Si 1.3922 4.1809 4.119 1.3462 -0.757 -0.1652
Si 4.1592 1.2287 4.2418 -1.0829 -0.3785 0.7734
Si 1.3554 9.5983 4.0978 -0.0057 -0.0202 0.2423
Si 4.0233 6.7613 4.0845 0.311 0.6845 -0.1761
Si 6.7802 3.9727 4.2401 -0.2119 -0.2256 0.1137
Si 9.7462 1.3912 4.1605 0.4753 -0.1848 -0.7035
Si 6.7353 9.5648 4.0804 0.9459 0.2242 0.1483
Si 9.5589 6.7114 4.1198 -0.2234 -0.0018 0.1081
Si 0.0373 0.0248 5.461 0.7593 -0.2159 0.502
Si 2.709 2.6802 5.6205 0.6082 0.6805 -1.1052
Si 0.1326 5.5045 5.4407 -1.3107 0.6956 0.5145
Si 2.7128 8.2033 5.4674 0.8726 0.4387 -0.5415
Si 5.599 -0.0546 5.5774 0.4635 -0.0504 -0.4264
Si 8.3782 2.6206 5.4657 -0.595 1.3571 -0.0763
Si 5.5001 5.4792 5.5701 -0.6406 -0.6196 0.1308
Si 8.1078 8.0624 5.4813 0.4015 0.8378 -0.5154
Si 1.462 1.2811 6.9441 -1.1146 0.0427 -0.0323
Si 4.1704 3.9747 6.9979 -0.8654 0.6957 -0.4655
Si 1.375 6.9656 6.8115 0.3138 -0.755 1.6969
Si 4.2178 9.4759 6.8442 -1.0424 -0.4495 0.8866
Si 7.0592 1.3524 6.8184 -0.4545 -1.2017 0.3498
Si 9.6408 4.0503 6.7912 0.188 -0.1377 0.6298
Si 6.8378 6.8611 6.9611 -0.2415 -0.2495 0.2492
Si 9.4693 9.5117 6.8405 0.197 0.3576 1.2968
Si 0.1064 2.7635 8.2607 -0.2764 1.1545 -0.9284
Si 2.8369 -0.1258 8.1653 1.0835 -0.1207 0.2314
Si 0.0995 8.3494 8.3161 1.1463 1.2838 -1.6472
Si 2.7917 5.5822 8.3967 -0.0231 0.3902 -0.3946
Si 5.5316 2.4447 8.1047 -0.5711 0.334 1.0388
Si 8.2204 0.0663 8.4212 -0.1506 -1.1197 -0.1848
Si 5.4979 8.1518 8.4436 0.5762 1.3544 -0.6201
Si 8.116 5.2878 8.1731 1.5047 0.33 -0.4828
Si 1.4837 4.1428 9.6739 -0.3545 -1.4849 0.7229
Si 4.2405 1.0384 9.6904 -0.7571 1.2064 -1.2551
Si 1.4729 9.8287 9.8008 -0.4964 -0.2739 -1.7344
Si 4.6057 6.5482 9.7925 -0.3811 -2.4522 -1.266
Si 6.5808 4.0995 9.3312 -0.2758 -1.6327 0.396
Si 9.5145 1.596 9.6607 0.1672 0.2232 -0.0737
Si 6.6293 9.6607 9.9941 0.2456 -0.19 -0.8027
Si 9.9673 7.2567 9.9631 -0.7774 -1.5487 0.4531
Si 0.3642 0.6063 10.7297 0.1602 0.9306 1.2907
Si 2.756 2.4982 10.8522 -0.6741 -0.3259 -1.1461
Si -2.6614 5.2137 11.8751 0.5389 -0.3396 -0.1043
Si 3.178 9.3182 12.4785 0.5741 0.3708 -0.2176
Si 5.1519 -0.1045 11.4451 0.4716 -0.3204 0.5647
Si 7.9351 2.8738 10.9672 -1.0052 1.0375 0.3038
Si 4.5513 6.6096 12.892 -1.0096 -0.0286 0.0661
Si 8.1063 8.0975 10.9614 -0.066 0.5968 0.5226
Si 3.676 4.3826 13.158 -1.011 -0.3367 -0.7321
Si -2.2683 -1.0615 17.0229 -0.6472 1.0899 -0.701
Si 1.517 9.5383 14.1861 -0.7588 0.9911 0.8321
Si 1.0954 7.2957 16.2594 -0.6731 0.9347 0.5425
Si 6.6252 1.5846 12.6016 0.5195 -1.8089 -1.0174
Si 8.5487 10.884 14.4002 -0.5188 -0.3936 1.3403
Si 6.9136 5.7777 14.5869 0.6295 -0.6603 2.6541
Si 10.8094 11.5308 15.8586 -0.4597 -0.8368 2.5359
Si -3.9431 0.7985 19.0209 -0.9507 -1.6759 0.6156
Si -1.8051 4.2056 18.1605 -2.2269 0.1297 -0.7513
Si -2.0592 6.9647 16.8562 -0.547 -2.5817 0.7178
Si -5.8642 3.6437 19.6254 -0.8103 -1.0497 0.873
Si 1.0838 5.0026 14.422 0.8989 -1.2329 -0.2415
Si 9.879 -1.258 12.9557 -1.2037 -1.5392 0.0902
Si 5.4934 3.169 15.0943 2.654 1.4643 2.4362
Si 10.5319 5.3581 11.949 0.8137 0.861 -0.3302
Si 2.3604 4.548 19.2431 0.0147 0.9091 1.278
Si 1.6754 6.7736 19.2439 0.2777 -0.6546 1.4293
Si 0.6896 3.3093 16.8087 -0.5892 0.9002 0.2185
Si 6.3023 2.5825 17.9982 -1.1543 -0.2393 -1.2611
O 1.3765 -1.1532 -0.7137 -0.302 -0.0784 1.1076
O -4.1115 3.2053 0.3556 0.7965 -0.7183 0.4329
O 12.7935 3.7602 -0.8957 0.9111 0.1461 -2.1848
O 12.4436 5.8697 -6.1578 0.8157 0.8018 -0.3668
O -1.696 7.7455 -0.5784 -0.2241 -0.007 0.6089
O 0.4352 1.6944 -4.9166 -0.0586 -1.8138 -0.3698
O 1.4474 14.7067 -3.6852 0.0286 -0.5213 -0.3937
O 7.7697 12.1769 -1.4272 0.4665 0.744 -0.6325
O 9.6913 5.0303 0.1532 0.6732 0.6736 0.4264
O 7.1618 -1.5768 -0.3748 0.2227 -0.6645 0.5529
O 9.5726 3.2013 -2.2849 -0.0152 -0.5574 1.2569
O 4.057 2.2461 -1.2023 -0.1622 1.1687 -0.6503
O 10.3733 0.7768 -1.074 0.1142 0.1811 -0.5999
O 6.2776 5.758 0.1901 0.3695 0.2459 0.3259
O -0.4351 -4.0517 16.3685 0.1742 1.2771 -0.283
O -1.6616 -5.0175 9.2341 0.8471 0.5573 0.487
O -3.2382 -4.3055 11.3245 -0.827 -1.2413 0.0676
O -2.2954 -2.127 12.3092 1.7104 0.7065 0.5745
O -8.4665 9.3005 10.9103 0.5322 -1.0592 1.6716
O 1.735 8.6274 15.5349 -0.9014 -0.6425 -0.2865
O -3.0405 6.6279 15.6003 0.0696 0.2993 -0.1958
O 5.3296 5.0158 9.8768 0.1657 1.0571 0.1018
O 0.2899 -2.0307 13.3609 -0.253 -0.1741 0.1319
O 4.1014 3.5895 14.5288 -2.0772 0.6015 -1.0524
O 6.2988 2.455 13.8994 -0.7812 0.8354 0.6837
O 10.7727 5.4016 13.5703 -0.7946 -0.1001 0.4937
O 3.7333 -3.0285 13.3009 -0.4267 0.0584 -1.0062
O 4.7146 6.9676 11.332 -0.0502 0.5263 -0.012
O 10.3002 10.8487 11.9812 0.1705 0.0112 -0.137
O 5.7984 6.6919 13.866 1.2132 0.3347 0.6551
O -2.2958 5.7728 18.0922 1.1032 0.8915 -0.9307
O -1.5238 2.6277 22.1095 -0.611 -0.4699 -1.7546
O -13.3382 -2.5229 17.3742 0.4487 -0.2121 0.6199
O -3.2227 3.425 17.868 0.9813 0.5057 -0.6126
O -1.4198 12.1376 15.0457 -0.6669 0.261 -0.8837
O 2.115 4.8296 13.2022 1.2891 -0.2759 0.5548
O 2.62 7.7378 20.2218 -0.1451 -0.6303 -0.8555
O 1.6637 7.3656 17.7533 -0.0125 0.3667 0.5417
O 5.4468 2.3902 16.5336 0.8198 0.1213 0.4371
O 1.5125 1.5754 11.5552 -0.0573 -0.4116 -1.1456
O 10.9154 6.8685 11.322 -0.8296 -0.6192 -1.2335
O 12.075 3.5728 15.3646 -0.425 0.0439 -0.9654
O 3.6854 3.255 11.9459 0.7741 0.6889 1.2657
O 6.2587 4.6008 15.5459 -0.4222 -0.4916 -1.5766
O 11.9467 10.9508 14.8715 0.1965 -0.6604 -0.1306
O 7.849 10.0225 15.6442 0.4483 0.7481 -0.8483
O 5.724 -0.0686 19.8622 0.9912 0.1431 0.919
O 11.5066 4.3188 11.1407 -0.7194 0.667 -0.4446
O -6.9939 15.6189 18.9255 -1.2261 -0.395 0.4143
O -0.8961 21.4264 16.8931 1.1522 0.2272 -0.7702
O -3.1268 -0.1996 18.0721 0.5056 -0.224 0.2402
O 0.1967 6.5607 19.9518 0.6953 0.3214 -0.5812
O -3.4469 0.4619 13.3127 0.4177 0.3443 -0.1544
O 7.8777 -5.9149 13.4661 0.0506 -0.2942 -0.7399
O 10.1501 3.9676 17.0042 0.6927 -0.2987 0.048
O 6.3116 0.6798 22.4786 -1.4626 -2.752 -2.5861

Results
free energy: -36817.862 eV
free energy less fixed offsets of O -463.61, Si -117.95 eV per atom: -4.302 eV
pressure: -1.17 GPa
stress xx, yy, zz, yz, xz, xy (GPa, positive in tension): -0.21, 1.33, 2.39, -1.38, 0.8, -0.29
